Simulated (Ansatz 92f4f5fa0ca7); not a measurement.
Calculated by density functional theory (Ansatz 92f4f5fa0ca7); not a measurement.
Periodic cell of 226 atoms, Si133O92P1, from a study of silicon, its oxide and their interface. The atomic structure is a simulated model.
Doubt: the cutoff is far below the 930 eV that the study's wrapper takes by default for these files, so forces and energies are approximate.

Settings
functional: PBE
potential files: Ansatz PAW
basis: plane waves
wave-function cutoff: 580 eV
density cutoff ratio: 5
exchange-correlation grid ratio: 1
k mesh: 1 x 1 x 1, Gamma-centred
self-consistency stop: 5e-08 eV per atom in the density residual
occupations: fixed
spin: none
net charge: +1 e, with a uniform compensating background and no finite-size correction

Cell vectors (angstrom)
a 10.938 0 0
b 0 10.938 0
c 0 0 31.9494

Atoms and the computed forces on them: element, x, y, z (angstrom), force x, y, z (eV/angstrom)
Si 10.6301 0.004 24.4197 0.0258 0.0005 -0.1975
Si 5.0818 0.1299 24.6617 -0.0045 -0.0136 -0.1439
Si 2.8259 2.297 24.5322 -0.0241 0.0037 -0.1846
Si 8.5735 2.4402 24.5647 -0.0029 0.0145 -0.1582
Si 10.7147 5.5934 24.3349 -0.0185 -0.039 -0.1654
Si 5.1637 5.6168 24.453 -0.0005 -0.0053 -0.1948
Si 2.9919 7.957 24.4063 -0.0005 0.0297 -0.156
Si 8.4227 7.8379 24.4181 -0.0097 -0.0087 -0.1795
Si 1.2971 1.1324 25.841 0.0075 -0.0033 0.0663
Si 6.8188 1.3313 25.7456 0.0312 0.0023 -0.0064
Si 3.9901 4.013 25.7361 -0.0026 0.0112 0.0068
Si 9.6921 4.0264 25.8524 0.0314 0.0224 0.0354
Si 1.3435 6.7965 25.6751 0.0244 0.0131 -0.0088
Si 6.8098 6.7264 25.7515 0.0074 0.0209 0.0505
Si 4.0036 9.4738 25.9554 0.0012 -0.0136 0.047
Si 9.488 9.4438 25.8057 0.0085 0.0084 0.0147
Si 2.6391 -0.1307 27.3018 -0.0395 -0.0223 0.0156
Si 8.1496 -0.0616 27.1504 -0.0755 -0.0363 -0.0065
Si 0.0878 2.6612 27.2152 0.0087 0.0048 0.0085
Si 5.4614 2.73 27.1158 0.0154 0.0076 -0.0235
Si 2.6749 5.4219 27.1149 -0.0401 -0.0473 -0.034
Si 8.202 5.3785 27.1387 -0.0325 -0.0315 -0.0342
Si 0.0229 8.1603 27.1357 -0.0203 -0.0036 -0.0257
Si 5.5167 8.1486 27.1842 0.01 -0.0008 -0.0079
Si 4.0986 1.3399 28.4981 -0.0647 -0.0683 0.041
Si 9.5489 1.3201 28.5063 0.0356 0.0465 0.0384
Si 1.4032 4.0729 28.5794 -0.1049 0.0077 -0.0876
Si 6.8164 4.0688 28.5297 -0.0057 0.0068 -0.0209
Si 4.0858 6.7761 28.4868 0.0182 0.0924 0.0617
Si 9.5701 6.7888 28.4803 -0.0456 0.006 0.08
Si 1.2872 9.4761 28.6534 0.1095 0.0982 -0.1969
Si 6.8307 9.5425 28.5758 -0.0148 0.0104 -0.0875
Si -0.0437 -0.0204 29.9378 -0.0292 0.0774 0.0392
Si 5.4547 -0.0087 29.9056 -0.0018 0.0222 0.013
Si 2.7781 2.7208 29.9094 0.0222 -0.092 0.0117
Si 8.1891 2.7085 29.8812 0.0393 -0.0305 -0.0024
Si -0.0153 5.4432 29.8975 0.0531 0.0012 0.0115
Si 5.4587 5.4496 29.8933 0.0055 0.0098 0.0014
Si 2.7399 8.1468 29.9155 0.065 -0.0889 0.0295
Si 8.2262 8.1784 29.8893 0.0126 -0.0428 -0.0101
Si 1.3708 1.3745 31.2585 -0.0064 -0.0099 -0.0042
Si 6.8286 1.3726 31.2699 -0.0327 0.0098 -0.0111
Si 4.1197 4.0864 31.2856 0.0169 0.0331 0.0165
Si 9.5507 4.0855 31.2623 -0.0323 -0.0268 -0.0003
Si 1.3625 6.8097 31.2817 -0.0246 0.0387 0.0074
Si 6.8295 6.8438 31.2531 -0.0091 -0.0087 -0.0059
Si 4.0895 9.5603 31.2704 -0.0214 0.0043 -0.0036
Si 9.5493 9.5501 31.297 0.0241 -0.0176 0.0284
Si 2.7361 0.0144 0.6875 0.0468 0.0416 -0.002
Si 8.2009 0.0204 0.6821 -0.021 0.0127 -0.0092
Si 0.0101 2.7495 0.6886 0.0255 -0.0054 -0.0338
Si 5.4862 2.7506 0.7187 0.0025 -0.0405 0.0211
Si 2.7453 5.4624 0.6899 0.0057 -0.0474 -0.0055
Si 8.2038 5.4914 0.6762 -0.0092 0.0101 -0.0212
Si 0.0149 8.2134 0.7124 0.0162 -0.0078 0.0036
Si 5.4761 8.222 0.6978 0.0037 0.0299 -0.0167
Si 4.1004 1.3845 2.0781 -0.0042 0.0073 -0.0048
Si 9.5982 1.3634 2.0487 0.0792 -0.0347 -0.0229
Si 1.3646 4.1369 2.0624 -0.0475 0.0311 -0.0031
Si 6.8431 4.1607 2.0631 -0.0671 0.0522 -0.0472
Si 4.0917 6.8519 2.0558 0.0065 0.0532 -0.0138
Si 9.5763 6.8435 2.0693 0.0275 0.0258 -0.0103
Si 1.3714 9.6207 2.0738 -0.0645 0.0113 -0.0225
Si 6.8303 9.6368 2.0503 -0.1131 0.037 -0.0186
Si 0.0313 0.0466 3.4939 0.031 0.0058 -0.0819
Si 5.4743 0.038 3.47 0.0217 0.032 -0.1067
Si 2.7067 2.7704 3.4161 0.0905 -0.0063 0.0103
Si 8.2601 2.7944 3.3379 -0.1457 -0.0355 0.1727
Si 0.0281 5.5123 3.475 -0.0557 -0.0467 -0.1177
Si 5.4669 5.5317 3.4537 0.0487 -0.1024 0.0042
Si 2.7234 8.2412 3.4077 0.0557 0.0582 0.0251
Si 8.2357 8.3037 3.3653 -0.0164 -0.1613 0.0554
Si 1.3683 1.4671 4.8641 0.0515 0.0373 0.0815
Si 6.9032 1.4837 4.723 0.0434 0.088 -0.0534
Si 4.0445 4.1573 4.778 -0.0233 -0.0153 0.0115
Si 9.619 4.0792 4.7902 0.0872 0.0372 0.0037
Si 1.3501 6.9475 4.8411 0.0213 -0.026 -0.0183
Si 6.8383 7.0183 4.7369 0.1248 0.1264 0.042
Si 4.0857 9.5725 4.7951 0.0004 -0.0408 0.0276
Si 9.5851 9.5936 4.8246 -0.0523 -0.0984 0.0677
Si 2.7433 0.024 6.1427 -0.0698 -0.0405 -0.0748
Si 8.291 0.1429 6.0857 -0.0599 0.0027 -0.0102
Si 0.0095 2.8221 6.3391 0.0238 -0.038 -0.0456
Si 5.5215 2.8493 6.073 -0.011 0.0371 -0.0653
Si 2.7365 5.6117 6.1664 -0.0169 -0.057 -0.0349
Si 8.2841 5.6145 5.9607 -0.3944 -0.2513 -0.174
Si -0.0013 8.2719 6.3397 0.1971 0.3529 0.0562
Si 5.4995 8.3162 6.2348 -0.0137 0.0522 -0.0239
Si 4.4118 1.1907 7.3206 0.008 0.0207 0.2961
Si 9.8046 1.1572 7.6125 -0.0745 0.0315 0.2748
Si 1.1482 4.5416 7.5408 0.1877 -0.1715 0.1151
Si 6.6503 4.5618 7.2588 -0.1483 -0.1063 0.2352
Si 4.3207 6.7218 7.5351 -0.0396 0.0079 0.287
P 9.6851 6.6342 7.4671 0.3616 -0.2355 0.5987
Si 1.2489 9.9126 7.6975 0.1058 0.2037 0.4221
Si 6.7172 9.9931 7.4032 -0.0908 0.1028 0.1749
O 9.5938 1.2468 23.9807 -0.0198 -0.0141 0.0944
O 4.1141 6.8104 23.9474 -0.0017 -0.0275 0.0818
O 4.0172 1.245 24.0285 0.0035 0.0027 0.0917
O 9.5437 6.7084 23.8983 0.009 -0.0018 0.0804
O -0.1133 5.6204 8.0906 -0.5329 0.4763 -0.3822
O 5.5674 0.1486 7.9225 -0.01 -0.0249 -0.124
O 0.0555 0.0845 8.1372 0.0769 -0.1608 -0.1052
O 5.5162 5.6123 7.8738 0.1546 -0.0086 -0.106
O 7.5898 3.9885 8.4643 -0.0256 0.1718 -0.2927
O 8.6495 7.0702 8.6522 0.6658 -0.4543 -0.5379
O 2.1633 9.4463 9.0357 -0.23 0.0809 -0.3233
O 8.8836 1.6849 8.9118 0.0504 -0.0623 -0.1829
O 7.633 9.5164 8.7047 0.0193 -0.0815 -0.1505
O 3.5681 1.8475 8.5682 0.0081 -0.0282 -0.1839
O 3.5793 7.219 8.947 0.0229 -0.0517 -0.2071
O 2.0278 4.038 8.8556 -0.282 0.2233 -0.3061
O 8.144 3.4934 23.3601 0.0809 -0.0653 0.1972
O 0.4552 4.9395 22.9497 -0.0544 0.0889 0.1935
O 1.9109 2.7533 23.2415 0.0874 -0.0745 0.2215
O 5.8351 4.9123 23.1166 -0.0786 0.0747 0.1954
O 5.5377 10.0035 23.4954 -0.1055 0.0681 0.229
O 2.4485 8.6916 23.0206 0.0673 -0.0658 0.2
O 0.1965 10.0759 23.0824 -0.0718 0.0571 0.2134
O 7.7959 8.5803 23.0726 0.075 -0.0736 0.1919
Si 8.6668 7.6999 18.4381 0.0135 -0.01 0.0146
Si 8.7872 6.3458 13.6316 0.0137 -0.0304 0.2478
Si 3.7999 1.5358 14.7364 0.004 -0.0031 0.1971
Si 2.1438 5.7518 17.6243 0.0005 0.0038 0.0598
Si 2.4221 3.1475 19.4881 0.0264 -0.0205 -0.0945
Si 9.8162 9.0086 12.0636 0.0312 0.0749 0.4778
Si 1.3372 9.4248 22.076 -0.0037 0.0022 -0.2982
Si 9.1787 0.9395 13.1762 0.0015 -0.0007 0.2701
Si 1.4242 5.0491 13.0274 -0.0033 0.0009 0.2561
Si 1.7959 8.2482 12.8164 -0.0059 0.0178 0.364
Si 6.6627 9.5607 22.4229 -0.005 0.017 -0.2899
Si 4.5317 4.5992 15.7058 0.0056 -0.0117 0.1903
Si 8.2068 3.0203 9.5897 -0.0673 -0.1061 0.4441
Si 0.8482 8.2507 19.2592 -0.005 -0.0211 -0.0868
Si 6.9611 1.3544 21.0861 -0.0047 0.006 -0.1697
Si 8.2134 8.3397 9.6568 -0.1584 0.448 0.6721
Si 10.8955 5.2084 15.6065 0.0041 -0.0182 0.2009
Si 7.5741 9.4968 16.3153 0.0081 -0.0135 0.1424
Si 9.9407 2.0605 20.2928 -0.0101 -0.0301 -0.1254
Si 3.209 8.5095 9.9126 0.1131 -0.0331 0.4849
Si 6.7018 3.351 17.4051 0.0125 -0.0224 0.0379
Si 1.1751 0.2126 19.8014 -0.0144 0.0108 -0.0986
Si 3.233 2.8075 12.3006 0.0039 -0.0164 0.346
Si 7.2259 5.3965 19.6832 -0.0095 0.027 -0.1164
Si 5.7408 8.6649 11.5377 -0.1219 0.0891 0.4057
Si 5.7879 6.0628 13.1943 -0.0198 -0.0365 0.2994
Si 4.6394 9.7053 17.6226 0.0073 0.0052 0.044
Si 1.0291 3.6051 22.172 -0.023 -0.0403 -0.2987
Si 4.9046 1.4865 18.7974 -0.0186 0.0059 -0.0247
Si 3.1745 3.0909 9.5238 0.1562 -0.0761 0.4236
Si 6.4538 10.8116 13.787 0.0134 0.0317 0.2617
Si 10.3528 0.1095 15.9621 -0.0029 -0.007 0.1449
Si 5.6579 3.6438 11.1546 0.0031 0.0355 0.3184
Si 9.8468 3.8841 11.9115 0.0334 -0.0364 0.4204
Si 2.3474 9.9193 15.5472 0.0003 0.0231 0.1768
Si 6.0851 8.1257 19.7987 0.0068 -0.0336 -0.1213
Si 6.9405 3.9756 22.3747 -0.0018 -0.0307 -0.2723
Si 9.7602 2.7788 17.3563 -0.0263 -0.0171 0.035
O 7.1967 6.3706 13.9698 -0.0157 0.0033 -0.0875
O 1.8889 7.0621 18.674 -0.0037 0.0002 0.0049
O 10.2928 4.0463 16.529 0.0173 0.042 -0.0599
O 6.1709 9.9576 17.0487 0.0221 -0.0013 -0.0411
O 10.1506 0.6594 14.445 -0.0435 0.0235 -0.1636
O 8.4554 6.1187 18.8582 -0.0062 -0.0099 0.0143
O 5.1776 0.6833 14.4296 0.0331 -0.0196 -0.08
O 5.725 2.0576 17.5178 -0.0027 0.0015 -0.0116
O 8.3557 1.9499 20.5446 -0.0253 -0.0035 0.0547
O 1.9971 4.3028 18.3992 -0.0005 -0.0051 0.0082
O 6.9605 2.786 10.6423 0.0917 0.0066 -0.1787
O 4.8686 2.6973 12.2215 0.0307 0.0293 -0.1427
O 6.0354 4.3955 16.342 -0.032 0.0206 -0.0582
O 4.5556 3.9094 9.9411 -0.1219 0.0035 -0.2034
O 10.6988 2.7798 21.5487 0.0441 0.0437 0.1186
O 9.7294 6.1637 14.9649 -0.0587 0.0318 -0.1258
O 6.0165 6.4897 19.8371 -0.0008 -0.0023 0.0358
O 4.09 0.1723 18.2771 -0.0011 -0.0067 -0.006
O 9.2555 10.5336 12.2366 0.0185 -0.1315 -0.1574
O 2.8551 4.3527 12.7046 0.0201 -0.0298 -0.1053
O 1.9215 10.7056 21.2076 0.0009 -0.0401 0.1217
O 4 2.7252 19.3782 -0.0045 0.0034 0.0207
O 0.735 10.0376 15.9656 0.018 -0.0077 -0.0455
O 1.2846 9.8077 18.8328 0.0026 0.0051 0.0294
O 1.7188 1.6679 19.2698 -0.0069 -0.0065 0.027
O 8.9432 10.3906 16.4995 0.0057 0.0058 -0.0461
O 4.8807 8.5845 18.7916 0.0067 -0.0002 0.0176
O 9.5789 8.7026 10.4672 -0.0856 -0.1758 -0.4322
O 6.755 4.0901 18.8527 0.0035 0.0045 0.0208
O 2.8408 1.7149 13.4133 -0.0197 0.045 -0.1613
O 5.8389 8.7758 21.2624 0.0207 0.0416 0.1448
O 2.5378 2.4352 10.8799 -0.0158 0.0297 -0.2732
O 7.6225 4.8527 21.1714 -0.0108 -0.0457 0.1421
O 5.2141 7.4674 12.5429 0.0217 0.0802 -0.1597
O 0.4301 9.0553 12.4919 -0.0557 -0.0064 -0.1441
O 7.5885 1.0417 13.5579 0.0245 0.0055 -0.0846
O 7.1162 9.6289 14.7417 -0.0339 0.0327 -0.1326
O 8.9781 5.0085 12.7094 0.0214 -0.0664 -0.1372
O 8.0992 8.0347 16.9086 -0.0085 0.0117 -0.0371
O 6.2218 2.5767 21.8969 0.0026 0.0447 0.0956
O 2.456 9.0644 14.1094 -0.0254 -0.0764 -0.188
O 0.4251 4.4856 11.865 -0.0338 -0.0218 -0.1402
O 0.82 8.3214 20.9312 0.0145 0.032 0.1295
O 9.3878 3.8206 10.3588 -0.0474 0.0254 -0.3093
O 9.6698 2.3649 12.527 0.0132 0.0916 -0.1365
O 7.6291 8.5664 19.3884 -0.0168 0.007 0.0264
O 2.5569 8.1655 11.3709 0.0663 0.0201 -0.2983
O 3.9846 3.0553 15.3769 -0.0122 -0.0357 -0.0769
O 0.836 4.484 14.439 0.0416 0.0004 -0.1529
O 10.0624 2.9924 18.9475 0.0021 -0.0066 0.0302
O 9.1422 7.7862 12.9302 0.0271 0.1028 -0.1872
O 10.5218 0.5387 20.0759 -0.0032 0.0046 0.0374
O 6.0346 5.0303 11.9306 0.0051 -0.0641 -0.1635
O 8.1596 2.7479 17.0072 0.006 -0.0014 -0.0163
O 3.5414 5.4808 16.7246 0.0261 -0.0175 -0.0583
O 4.6614 9.133 10.3811 -0.06 -0.0047 -0.1783
O 1.5335 6.6698 13.1816 0.01 0.0276 -0.0896
O 4.7613 5.4853 14.3381 0.0432 0.0552 -0.163
O 2.0546 3.8597 20.9179 -0.037 0.0138 0.1311
O 10.5535 1.4176 16.92 0.0082 -0.022 -0.0377
O 0.9567 6.0773 16.5475 -0.0279 -0.0098 -0.0646
O 7.3508 10.9543 21.9258 -0.0051 -0.0568 0.1072
O 5.94 0.9162 19.9124 0.0299 -0.0024 0.0622
O 6.0647 10.0179 12.4042 -0.0156 -0.1357 -0.2222
O 2.8547 0.5403 15.6053 0.0159 0.0271 -0.0623
O 7.046 8.0151 10.7556 0.2382 -0.0908 -0.3436
O 10.2521 8.0204 18.6839 0.0095 0.0041 0.0106
O 3.4513 9.1934 16.5774 -0.0333 0.0034 -0.0609

Results
free energy: -137631.777 eV
free energy less fixed offsets of O -568.88, P -755.39, Si -635.61 eV per atom: -3.297 eV

The program warned: the cutoff lies below the one the program advises for these potential files; the exchange-correlation potential is rough where the density is thin.
